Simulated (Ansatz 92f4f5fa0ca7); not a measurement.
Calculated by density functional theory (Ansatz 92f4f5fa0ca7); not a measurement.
Periodic cell of 320 atoms, Si176O144, from a study of silicon, its oxide and their interface. The atomic structure is a simulated model.

Settings: functional PBE; potential files Ansatz PAW; basis plane waves; wave-function cutoff 700 eV; density cutoff ratio 5; exchange-correlation grid ratio 2; k mesh 1 x 1 x 1, Gamma-centred; self-consistency stop 5e-08 eV per atom in the density residual; occupations Fermi-Dirac, 0.05 eV; spin none; net charge 0.

Cell vectors (angstrom)
a	15.4691	0	0.011
b	0	15.4691	0.0189
c	-0.662	-0.8932	22.1745

Atoms: element, x, y, z (angstrom)
Si	-2.5328	-1.6217	14.8288
Si	-2.763	3.4603	14.696
Si	-2.7286	6.6449	14.6854
Si	-2.6797	-4.065	14.9118
Si	1.2237	-1.2817	14.6439
Si	1.3493	3.2	14.722
Si	1.7696	6.3245	14.2971
Si	1.3451	11.0202	14.7906
Si	5.0426	-0.3772	14.6406
Si	4.9883	2.1259	14.6206
Si	5.181	7.0849	14.9072
Si	5.1953	10.2176	14.8988
Si	8.9481	-0.4747	14.5133
Si	9.0076	2.7054	14.648
Si	9.0282	7.1997	14.9495
Si	7.1704	10.673	16.06
Si	-0.6657	-0.9647	16.0601
Si	-0.7173	3.0186	15.9037
Si	-0.76	6.9063	15.9299
Si	-0.6819	10.7199	16.0028
Si	3.1593	-0.8887	15.9694
Si	3.226	2.8728	16.0673
Si	3.2369	6.7365	16.0986
Si	3.2427	10.6657	16.1426
Si	7.0269	-0.8428	15.8708
Si	6.9635	2.918	15.8288
Si	7.1003	6.8499	16.1866
Si	9.1892	10.3243	14.8253
Si	10.9045	-0.9333	15.8892
Si	10.8615	3.0255	16.0842
Si	10.953	6.9223	16.2089
Si	10.9952	10.7226	16.2991
Si	-0.08	1.9556	-4.8738
Si	0.0232	5.8235	-4.8344
Si	-0.0525	9.6676	-4.7894
Si	-0.0052	-1.9739	-4.7248
Si	3.7642	1.8755	-4.7564
Si	3.9325	5.7004	-4.7275
Si	3.7851	9.5881	-4.7441
Si	3.9058	-1.9169	-4.8041
Si	7.7045	1.9403	-4.8644
Si	7.6843	5.7022	-4.8267
Si	7.7734	9.6807	-4.6646
Si	7.7399	-1.8777	-4.9055
Si	11.6036	1.899	-4.8283
Si	11.5658	5.8219	-4.6892
Si	11.6786	9.688	-4.5515
Si	11.5191	-1.8501	-4.7076
Si	-1.9598	1.9513	-3.3977
Si	-1.9081	5.7444	-3.3952
Si	-1.8678	9.6147	-3.2497
Si	-1.9679	-1.8818	-3.3783
Si	1.8224	1.8637	-3.4609
Si	1.9485	5.7801	-3.4156
Si	1.8731	9.6413	-3.397
Si	1.9521	-2.0209	-3.4455
Si	5.7679	2.0005	-3.4895
Si	5.8288	5.7223	-3.3356
Si	5.7711	9.5915	-3.4205
Si	5.8431	-1.8173	-3.5009
Si	9.6327	1.879	-3.4744
Si	9.5937	5.8069	-3.4102
Si	9.6776	9.7394	-3.2872
Si	9.5889	-1.9216	-3.4102
Si	-1.9484	0.0575	-1.9771
Si	-1.9515	3.8478	-1.9235
Si	-1.8902	7.5938	-1.9499
Si	-1.9304	11.6321	-2.0051
Si	1.8713	-0.1062	-2.1304
Si	1.8868	3.7949	-2.1258
Si	1.9599	7.745	-2.0085
Si	1.9405	11.556	-2.0126
Si	5.7794	0.1462	-2.1231
Si	5.7938	3.8054	-1.9222
Si	5.817	7.655	-1.9877
Si	5.826	11.6373	-2.2851
Si	9.6203	-0.0507	-2.0419
Si	9.6164	3.8317	-2.1427
Si	9.6312	7.7831	-2.0297
Si	9.6142	11.6788	-1.9231
Si	0.036	-0.0521	-0.6524
Si	0.0755	3.7984	-0.6
Si	0.0605	7.6297	-0.5785
Si	0.0128	11.5915	-0.626
Si	3.8036	0.0318	-0.795
Si	3.757	3.763	-0.6607
Si	3.8985	7.7303	-0.5639
Si	3.9895	11.6116	-0.8634
Si	7.6645	0.0708	-0.7196
Si	7.8009	3.8493	-0.6002
Si	7.7476	7.7663	-0.5917
Si	7.5707	-3.7975	-0.7294
Si	11.5411	0.0066	-0.6064
Si	11.445	3.8282	-0.6699
Si	11.5593	7.6639	-0.6632
Si	11.6012	-3.8198	-0.6313
Si	0.6782	1.8242	0.6294
Si	0.8304	5.7043	0.6101
Si	-0.3713	9.6229	0.6345
Si	-0.281	-1.9713	0.7242
Si	3.1165	1.8266	0.612
Si	3.2613	5.7137	0.5842
Si	3.1055	8.6934	4.4619
Si	4.3994	-1.9179	0.391
Si	8.4663	1.8869	0.5821
Si	8.3786	5.8315	0.6472
Si	7.1061	9.7444	0.5963
Si	6.818	-1.8278	0.4067
Si	10.8795	1.9152	0.6523
Si	10.8165	5.7674	0.5639
Si	-3.5677	9.6313	0.5897
Si	-3.4645	-1.9076	0.7313
Si	-0.8018	2.0735	3.4365
Si	-0.7475	5.029	3.1139
Si	0.1247	9.0824	3.5632
Si	1.548	-2.0004	3.4324
Si	4.0619	1.3538	2.7327
Si	4.1847	6.2085	3.5282
Si	4.6634	9.7897	0.468
Si	3.7853	-1.7911	2.684
Si	7.0081	2.2377	3.2869
Si	7.2589	5.403	3.609
Si	7.5798	10.4084	2.8623
Si	7.7387	-1.888	2.5167
Si	11.5127	2.2611	2.9428
Si	-3.5433	5.2239	2.5244
Si	10.5036	10.2913	3.3148
Si	10.7557	-2.003	2.7238
Si	-0.2116	4.7028	10.7414
Si	-3.6436	1.1513	10.324
Si	-2.677	7.8194	6.998
Si	3.4873	2.3461	5.5486
Si	0.5939	11.2233	5.4105
Si	9.136	1.5182	9.6998
Si	4.691	10.8466	3.3829
Si	-3.5043	10.5319	5.9316
Si	-2.3543	6.0157	9.307
Si	-1.8047	6.7424	4.2319
Si	5.2019	-1.6512	11.6701
Si	-0.0465	-0.1717	5.4451
Si	3.629	-1.4475	9.1988
Si	3.1642	5.1148	6.2595
Si	-1.7064	-2.7716	9.4969
Si	1.7945	2.3704	10.145
Si	1.5894	7.062	11.3551
Si	4.607	2.9897	11.5081
Si	10.7845	-0.1594	7.9219
Si	6.354	-0.8532	7.9075
Si	-3.1794	7.6662	11.7338
Si	7.2604	8.3927	7.7213
Si	9.8078	10.2628	8.0446
Si	-1.771	2.4836	12.137
Si	-3.4861	10.1802	10.1706
Si	5.6683	3.7816	6.892
Si	1.9924	9.832	7.7609
Si	1.2924	-3.5056	9.7905
Si	0.7696	1.0191	12.61
Si	2.6426	7.031	8.4881
Si	4.4434	8.7302	7.2177
Si	10.5872	0.0078	4.9282
Si	8.6399	4.9865	12.6648
Si	8.289	-0.9493	11.4701
Si	9.001	-2.3616	8.9422
Si	8.0986	5.6005	6.4345
Si	-3.2074	-1.3395	11.9513
Si	10.9385	-3.9466	12.6395
Si	-1.6251	-2.5337	6.4745
Si	1.9741	0.7277	7.6018
Si	5.6224	5.7033	12.1643
Si	1.9637	10.0031	11.9517
Si	6.4136	2.0766	9.3018
Si	7.4515	-0.1756	5.0219
Si	5.0215	10.7329	11.9677
Si	6.6766	8.284	10.8307
Si	10.5439	6.2329	8.0115
Si	9.4813	6.9833	10.8339
O	0.3781	7.0764	14.7216
O	0.1107	1.6122	2.1717
O	0.5113	5.5863	2.2384
O	0.4451	9.6193	2.0598
O	1.5173	8.479	4.166
O	0.582	-2.0349	2.1081
O	5.5377	2.029	2.6452
O	3.8143	5.4739	2.1286
O	5.7463	5.9373	3.8625
O	4.1515	10.3268	1.938
O	8.0812	1.7318	2.1777
O	7.8452	5.9628	2.2048
O	8.9457	9.8171	3.5626
O	9.2868	-1.3701	2.3566
O	-2.3655	1.9217	3.0371
O	-2.007	4.7967	2.0385
O	-1.9767	9.6537	1.0231
O	-1.8624	-1.9232	1.1708
O	-2.2531	-1.1528	13.2547
O	-2.9325	2.6743	13.2562
O	-2.7924	5.0526	14.2749
O	-2.7222	7.5304	13.2895
O	11.1006	-2.3443	12.484
O	-3.188	10.9443	13.4065
O	1.5339	10.009	13.5175
O	1.3048	-2.8815	14.2367
O	1.142	-0.4337	13.2308
O	1.5432	2.1782	13.4511
O	-2.3447	11.1965	9.6055
O	2.2864	6.8161	12.8181
O	1.37	-4.1021	11.2949
O	4.8633	-1.1792	13.1933
O	4.6494	2.6024	13.0811
O	5.8377	2.1979	10.8062
O	7.1814	4.2676	6.6099
O	5.0469	6.0623	13.6378
O	5.2236	-4.3686	13.5157
O	5.1618	8.6482	14.376
O	6.6985	-1.1689	11.3346
O	6.1769	9.7062	11.4495
O	9.0901	1.1309	14.2085
O	8.7156	-1.1289	13.0282
O	1.056	3.7981	10.3245
O	9.1127	3.5521	13.2407
O	9.0581	6.1335	13.7269
O	5.1009	-3.2464	11.3006
O	-0.4008	3.6045	3.8082
O	1.0581	-0.8045	4.4286
O	-1.994	7.3447	8.4084
O	1.4246	-3.3652	4.3132
O	3.247	2.0321	3.9761
O	4.242	-0.2487	3.0701
O	3.2186	5.713	4.7412
O	3.9107	7.8038	3.35
O	3.609	10.2377	4.4073
O	4.6866	-2.9877	3.4182
O	7.2133	1.3799	4.6377
O	7.2584	3.7938	3.5776
O	8.2045	5.9008	4.8351
O	-1.0956	8.0218	3.5031
O	7.8019	-3.4597	2.8791
O	9.4647	0.7393	8.2952
O	10.7183	1.4156	4.1046
O	1.3362	8.6685	11.2626
O	11.2678	3.8726	3.226
O	-3.3235	6.4322	3.6303
O	10.6068	-3.569	3.131
O	-3.9401	9.8949	4.495
O	7.4519	6.8792	7.1862
O	11.2865	-1.1582	4.0216
O	10.5377	2.1472	10.2297
O	-0.9922	3.8909	11.9201
O	4.6878	5.0694	6.8444
O	5.0654	2.7295	5.7871
O	1.5458	10.2468	6.2652
O	-0.2097	-3.3402	6.4584
O	0.6251	0.1629	6.8892
O	-3.889	0.0667	11.5217
O	0.2372	6.1564	11.3257
O	3.6247	10.0288	7.7949
O	9.043	-0.373	5.276
O	6.5507	-0.564	6.3134
O	9.724	6.9568	9.2262
O	10.985	9.6299	9.0048
O	8.6529	9.211	7.5926
O	-1.9023	7.0113	5.8212
O	10.6745	7.6815	11.6666
O	10.5729	10.8058	6.7269
O	-1.1381	4.9482	9.4139
O	-3.6923	5.3572	8.6282
O	-2.0441	-2.1992	8.0076
O	-2.3824	-1.8922	10.6757
O	6.3363	0.5604	8.7225
O	9.0651	-3.9619	8.746
O	2.5888	3.6043	6.0572
O	2.2837	5.8659	7.3954
O	5.7046	7.0666	11.2931
O	1.1681	10.7164	8.8004
O	1.6784	1.9983	8.5701
O	4.6941	4.6149	11.4076
O	2.6347	-0.372	8.5543
O	9.5541	5.3255	7.1072
O	6.7232	8.4264	9.2363
O	9.054	-2.0425	10.5394
O	10.3097	-1.6985	8.2043
O	8.6081	0.5218	10.8717
O	9.0741	8.7422	14.3636
O	7.6015	-1.7868	8.3565
O	-2.3374	2.024	10.6865
O	-0.5449	1.2	4.7606
O	10.9296	10.8981	11.1825
O	-0.8171	1.3173	12.7462
O	3.5813	10.0111	11.7344
O	1.4627	4.7265	14.1319
O	3.3005	2.5274	10.6916
O	4.1463	-0.935	10.6583
O	7.0289	-1.0975	3.7481
O	11.296	0.0622	6.3969
O	5.5794	3.0787	8.3464
O	3.0549	1.0741	6.4403
O	4.194	7.5284	8.3026
O	9.3495	5.4118	11.2702
O	7.9682	2.579	9.3682
O	-2.6484	6.4147	10.8542
O	1.1358	1.1648	11.0355
O	9.5598	-4.2772	13.4475
O	8.1857	7.8635	11.2675
O	-0.3966	10.2899	4.5212
O	5.9993	9.0392	6.8915
O	-2.7304	-3.5084	5.7771
O	-3.4929	0.3463	8.9119
O	2.6737	-2.7486	9.4019
O	3.6222	8.1814	5.9125
O	11.217	7.3787	7.0555
O	2.4473	6.6014	10.0434
O	1.6564	8.2789	8.1116
O	7.0469	4.9685	12.4158
O	-2.5831	9.42	6.7076
O	10.9799	9.5568	1.9486
O	4.9427	-1.6295	8.2273
O	6.1716	10.206	3.687
O	-0.0928	-2.6698	9.6868
O	-1.3351	-1.1572	5.6538
O	-2.6822	9.024	10.9867

Results
free energy: -193806.555 eV
free energy less fixed offsets of O -569.03, Si -635.61 eV per atom: 1.125 eV

Forces (eV/angstrom), in the order of the atoms: element, x, y, z
Si	-0.1201	-0.1282	0.32
Si	0.1112	-0.0359	0.3987
Si	0.0443	0.0606	0.3313
Si	0.0817	0.1135	0.4088
Si	0.0072	0.0742	0.4319
Si	-0.0288	-0.0192	0.4011
Si	0.1186	-0.0753	0.2385
Si	-0.0412	0.0167	0.4639
Si	-0.015	0.0829	0.2996
Si	0.035	-0.1126	0.3828
Si	-0.0053	0.0284	0.3527
Si	0.0388	-0.0122	0.4519
Si	-0.0409	-0.0807	0.4242
Si	-0.1125	0.0482	0.4503
Si	-0.0305	-0.0802	0.3963
Si	-0.0369	0.0007	-0.0175
Si	-0.0057	-0.0075	-0.0138
Si	0.0004	0.0198	0.0267
Si	-0.1981	-0.0152	0.2037
Si	-0.0098	0.0154	-0.0722
Si	0.0301	0.0052	0.0132
Si	0.0064	-0.0571	0.0155
Si	0.0255	-0.0055	0.0104
Si	0.0194	-0.0107	0.0201
Si	0.0202	0.0352	-0.0166
Si	-0.0065	-0.0406	-0.0121
Si	0.0202	0.0064	0.0448
Si	0.0165	0.0202	0.4097
Si	0.0215	0.0423	0.0582
Si	-0.017	-0.034	0.048
Si	0.0304	-0.0172	0.0274
Si	0.0659	0.0388	0.024
Si	0.0136	0.0077	-0.0182
Si	-0.0394	-0.0091	-0.001
Si	0.018	-0.0144	-0.0235
Si	-0.0546	0.0192	-0.0376
Si	-0.0091	0.0009	-0.0289
Si	-0.0098	0.0023	0.024
Si	0.0372	0.0206	0.0319
Si	-0.0178	-0.0129	-0.0042
Si	-0.0304	-0.0041	-0.0084
Si	0.0301	0.0373	0.0129
Si	-0.0073	0.0031	0.0522
Si	0.0239	-0.023	-0.0235
Si	-0.0089	0.0135	-0.0266
Si	0.0219	-0.0002	0.0149
Si	-0.0197	-0.0043	0.0119
Si	-0.027	-0.0411	-0.028
Si	-0.0199	-0.0076	-0.0341
Si	-0.0121	0.0178	-0.0185
Si	-0.0555	0.0201	0.0373
Si	0.0178	-0.0483	0.0472
Si	0.0323	0.0284	-0.0057
Si	-0.0206	0.0148	-0.0151
Si	0.0293	-0.0126	0.0107
Si	0.0172	-0.0223	-0.0062
Si	0.0047	0.049	-0.0202
Si	-0.0454	0.0157	0.0103
Si	0.0244	-0.0007	-0.0121
Si	-0.0308	-0.0306	0.0141
Si	-0.0116	0.0297	0.0045
Si	0.0377	0.0272	0.0101
Si	-0.0438	-0.0092	-0.0234
Si	0.0084	0.0155	0.0071
Si	0.0052	0.0001	0.0183
Si	0.0237	-0.0323	0.0188
Si	-0.0027	0.0594	0.0156
Si	0.0145	-0.0344	-0.0411
Si	0.0114	0.0191	0.059
Si	0.0266	-0.0124	0.0582
Si	-0.014	-0.0533	0.0779
Si	-0.0383	0.0117	-0.0174
Si	-0.0333	-0.022	0.0563
Si	0.0022	0.0063	0.024
Si	0.0522	0.0499	0.0843
Si	-0.0232	0.0454	0.0662
Si	-0.016	0.0144	-0.0009
Si	0.0069	-0.0476	0.0531
Si	0.0195	-0.0604	0.0585
Si	0.0455	0.0119	-0.0075
Si	-0.0099	0.0227	-0.0094
Si	0.0398	0.0156	0.0023
Si	-0.0012	-0.0542	-0.0484
Si	-0.042	0.0112	0.0629
Si	0.017	-0.0061	-0.0624
Si	-0.0294	0.0341	-0.0064
Si	-0.0097	-0.0007	-0.0341
Si	0.0291	-0.0037	-0.0424
Si	-0.0013	-0.0107	-0.0414
Si	0.0254	0.0264	0.0407
Si	-0.03	0.047	-0.0194
Si	-0.0647	-0.0116	-0.0032
Si	0.0359	0.0135	-0.0304
Si	-0.0049	0.008	-0.0033
Si	-0.0066	-0.0886	-0.0229
Si	0.0222	0.0026	0.0217
Si	0.0932	0.0055	-0.3765
Si	0.0162	0.0277	-0.3859
Si	0.0245	-0.061	-0.4205
Si	0.0947	0.0158	-0.5629
Si	0.006	-0.0295	-0.0725
Si	-0.109	0.0191	-0.3735
Si	-0.0455	0.0257	-0.0842
Si	-0.0163	0.0098	-0.0407
Si	0.0845	0.0265	-0.3696
Si	0.1637	0.0115	-0.407
Si	-0.0127	-0.0583	-0.0292
Si	0.0359	0.0563	-0.111
Si	0.0251	0.0327	-0.1081
Si	0.0348	0.0158	-0.0774
Si	-0.028	0.0255	-0.4226
Si	-0.1873	0.0348	-0.2289
Si	-0.0308	-0.0087	-0.2119
Si	-0.1066	0.103	-0.0672
Si	0.0291	-0.0365	-0.0909
Si	-0.0082	0.0271	-0.1199
Si	-0.0902	0.0331	-0.3562
Si	-0.0428	-0.0291	-0.1706
Si	0.1519	-0.1457	-0.4119
Si	-0.0574	-0.0453	-0.3206
Si	0.0941	-0.0654	-0.2048
Si	-0.016	-0.0594	-0.222
Si	-0.0858	-0.0254	-0.4325
Si	-0.1387	-0.0298	-0.2953
Si	-0.0151	-0.0236	-0.3159
Si	-0.1366	-0.0168	-0.3199
Si	-0.0271	0.0814	-0.1696
Si	0.0367	-0.0563	-0.1889
Si	0.0026	-0.0904	0.0549
Si	-0.045	-0.1007	-0.0104
Si	-0.0674	-0.0528	-0.0564
Si	0.0448	0.0715	-0.05
Si	-0.0592	0.0862	-0.1026
Si	0.0629	-0.2091	-0.011
Si	0.1538	-0.0161	-0.2852
Si	-0.0329	-0.031	-0.0476
Si	0.0034	0.0578	0.0045
Si	0.0817	-0.1487	-0.1303
Si	0.0426	0.0235	0.1934
Si	0.0409	-0.0302	-0.123
Si	0.0113	-0.0094	0.011
Si	0.1	-0.0382	-0.1014
Si	-0.0468	-0.0586	0.0909
Si	-0.0746	0	0.1159
Si	0.013	-0.0371	0.1303
Si	-0.0034	-0.0181	0.1323
Si	-0.1026	0.0989	0.046
Si	0.0481	0.0539	-0.0054
Si	-0.0348	-0.0444	0.1041
Si	0.0196	0.002	0.0413
Si	0.0695	0.0299	-0.0295
Si	0.0693	0.0303	0.1177
Si	-0.0039	0.1081	0.1228
Si	-0.1229	-0.0131	-0.0563
Si	0.0814	-0.0507	-0.0311
Si	0.0083	0.0017	-0.0058
Si	0.0428	0.0646	0.1415
Si	0.034	0.0973	-0.045
Si	-0.1218	0.0225	-0.0412
Si	-0.0765	0.0324	-0.136
Si	-0.0399	0.0935	0.2081
Si	0.0024	0.0369	0.0964
Si	-0.0148	0.151	0.0018
Si	-0.0504	0.06	-0.0665
Si	0.0985	-0.077	0.1062
Si	0.1591	-0.0524	0.2347
Si	0.1067	-0.0764	-0.0229
Si	-0.0252	0.0425	-0.068
Si	0.1213	0.0271	0.1666
Si	0.0472	0.0261	0.1273
Si	-0.0025	-0.0637	-0.0563
Si	0.0853	-0.0404	-0.1295
Si	-0.0512	0.0102	0.1443
Si	0.03	-0.0646	0.0657
Si	0.0773	0.0752	0.0503
Si	0.0127	-0.0563	0.0554
O	-0.0194	0.101	-0.0361
O	-0.0022	-0.1081	0.1493
O	0.114	0.0561	0.2016
O	0.1676	0.0715	0.1132
O	0.0407	-0.1227	0.0608
O	0.1883	-0.002	0.2428
O	-0.0303	0.0693	-0.0761
O	0.0751	-0.0875	0.1717
O	0.0344	0.0501	0.092
O	-0.1779	0.0799	0.0547
O	-0.0224	-0.0153	0.2143
O	-0.091	0.0827	0.2036
O	0.015	-0.1933	0.2121
O	0.0999	0.139	-0.1383
O	-0.0027	-0.0927	-0.0203
O	0.0948	-0.0457	-0.0555
O	-0.0089	-0.0202	0.1372
O	-0.1028	0.0264	0.1809
O	0.1881	0.115	-0.1418
O	-0.1594	-0.1068	-0.1054
O	-0.0448	0.0061	-0.1187
O	0.0439	0.151	-0.1524
O	-0.1837	0.1314	-0.0285
O	0.061	-0.1613	-0.2463
O	-0.0407	-0.1407	-0.1279
O	0.0043	0.0358	-0.1622
O	0.0129	-0.0326	-0.2602
O	0.1551	-0.0732	-0.0838
O	0.0723	-0.1019	-0.059
O	0.1448	0.0784	-0.1787
O	-0.1016	0.1146	0.0708
O	-0.0828	-0.1097	-0.1608
O	-0.0229	0.0132	-0.1236
O	0.0906	-0.0886	0.0655
O	0.125	-0.11	0.0327
O	-0.0653	-0.1264	-0.0895
O	0.0503	0.1984	-0.1344
O	-0.0336	0.0165	-0.1483
O	-0.0179	0.0223	-0.0766
O	0.1168	0.0266	-0.0719
O	0.0503	0.0526	-0.1352
O	-0.0034	-0.1262	-0.1409
O	0.0912	0.0777	-0.0995
O	0.0734	-0.0318	-0.2623
O	0.0888	-0.0565	-0.1316
O	0.0233	-0.0571	-0.1721
O	0.073	0.0718	0.273
O	0.0766	0.0973	0.054
O	0.2077	0.1431	0.0342
O	0.1208	-0.102	0.0612
O	-0.1669	0.0736	0.1024
O	0.0081	-0.0133	0.1345
O	-0.156	-0.0366	0.0208
O	0.0804	0.0625	-0.12
O	-0.1065	0.134	0.2001
O	0.0062	0.0468	0.2252
O	-0.0178	0.1138	0.2204
O	0.0196	0.0127	0.0998
O	0.1824	0.1263	0.0185
O	-0.0551	0.048	-0.0715
O	0.0285	-0.0343	0.1522
O	-0.1362	0.0809	-0.1489
O	-0.0674	0.0556	0.1988
O	-0.1452	0.0639	-0.1305
O	-0.161	0.0161	0.2003
O	-0.0862	0.1685	0.1908
O	0.0205	0.0051	0.1049
O	0.1152	-0.1497	0.0489
O	-0.075	0.0057	0.0314
O	0.1912	-0.0005	0.1713
O	0.0131	0.316	0.1001
O	-0.012	0.1353	0.0468
O	0.0979	0.1632	0.1262
O	0.1721	-0.1066	-0.0784
O	0.0573	-0.0613	-0.0137
O	0.0717	0.0117	0.1359
O	-0.0749	-0.0079	0.1576
O	-0.1012	0.0514	0.0973
O	-0.1291	0.0494	0.0225
O	0.173	0.2406	0.1014
O	0.0072	-0.0635	0.1304
O	-0.1263	-0.045	0.0048
O	-0.081	0.0434	-0.0625
O	-0.0265	-0.1127	-0.0158
O	0.0226	0.0257	-0.0788
O	0.1367	-0.1071	0.1299
O	-0.108	0.114	0.082
O	-0.1327	0.1213	-0.0388
O	0.0194	-0.1083	-0.2308
O	-0.0356	-0.3022	-0.0014
O	-0.0837	0.1187	0.0321
O	0.1073	0.0236	-0.1053
O	-0.0321	-0.0152	-0.0029
O	-0.1291	-0.0309	0.074
O	-0.2823	0.0159	0.0494
O	-0.1948	-0.0666	0.0412
O	-0.1308	0.0432	-0.1306
O	-0.1319	-0.0555	0.0054
O	-0.0761	0.1174	-0.0678
O	-0.1159	0.107	-0.1849
O	-0.0308	-0.042	0.0431
O	0.0747	-0.2081	-0.055
O	-0.0772	0.0272	-0.033
O	0.0662	-0.173	0.0443
O	0.0924	-0.1668	-0.0571
O	-0.0472	0.0883	0.1024
O	-0.0113	0.011	-0.1711
O	-0.0816	-0.1007	-0.0503
O	0.0506	0.0682	-0.2196
O	-0.0301	0.0445	0.1671
O	-0.1885	-0.0167	-0.1438
O	-0.1379	-0.1275	0.0569
O	0.0309	-0.1099	-0.1257
O	-0.0278	0.0393	-0.1328
O	0.0395	-0.0065	-0.0728
O	-0.0973	0.1426	0.0611
O	-0.1753	0.0254	0.157
O	0.1992	0.0453	0.0402
O	-0.068	0.0637	0.0926
O	0.0833	-0.1521	-0.0116
O	0.1625	-0.1226	0.1686
O	0.0807	-0.1849	-0.189
O	0.0688	0.2471	-0.0301
O	0.045	-0.117	0.08
O	0.0005	-0.1732	-0.1483
O	-0.1336	0.1235	-0.1812
O	0.0355	0.1414	0.0899
O	-0.2068	0.0157	0.0383
O	0.093	0.1236	-0.1271
O	-0.0686	0.0545	-0.0918
O	0.2322	-0.034	-0.1128
O	0.0694	-0.0406	-0.0393
O	-0.0118	-0.1359	0.0393
O	-0.1643	0.0498	-0.1251
O	0.1157	-0.1305	-0.0138
O	-0.264	-0.0509	0.0186
O	-0.0363	-0.1321	-0.0536
O	0.1479	0.0632	0.0778
O	-0.1014	-0.1409	0.1378
O	0.0016	-0.152	-0.1286
O	0.0181	-0.105	0.2734
O	0.0393	0.1349	0.0461
O	-0.1905	0.0369	-0.0369
O	0.2046	0.0635	-0.0379

The program warned: the cutoff lies below the one the program advises for these potential files.
